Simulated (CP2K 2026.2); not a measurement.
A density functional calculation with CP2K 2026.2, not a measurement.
Periodic cell of 506 atoms, Si352O154, from a study of silicon, its oxide and their interface. The atomic structure is a simulated model.
Doubt: the forces sum to 3.51 eV/angstrom along one axis rather than to zero, so they err by at least 0.0069 eV/angstrom per atom on average; the grid cutoff is modest.

Settings: functional PBE; method Gaussian and plane waves; basis set DZVP-MOLOPT-SR-GTH; pseudopotentials GTH-PBE; grid cutoff 350 Ry, relative cutoff 50 Ry; k points Gamma only; occupations fixed; spin none; net charge 0.

Cell vectors (angstrom)
a 15.3866 0 0
b 0 15.3867 0
c -2.3124 0.2584 38.2111

Atoms and the computed forces on them: element, x, y, z (angstrom), force x, y, z (eV/angstrom)
Si 13.128 15.483 32.172 -0.04 0.031 0.679
Si 13.072 4.55 32.03 0.053 0.013 0.014
Si 13.104 7.12 31.949 -0.001 -0.096 0.03
Si 13.044 12.359 32.028 -0.081 -0.178 0.826
Si 1.634 0.523 32.096 -0.08 -0.168 0.752
Si 1.644 3.712 31.975 0.018 0.502 0.068
Si 1.551 8.326 32.178 -0.138 -0.169 0.732
Si 1.404 11.489 32.124 0.095 0.238 0.744
Si 5.357 15.255 32.076 0.07 0.232 0.784
Si 5.473 4.493 32.197 -0.112 -0.362 0.741
Si 5.323 7.635 32.427 0.052 0.14 0.748
Si 5.313 12.101 32.16 -0.041 -0.2 0.806
Si 9.254 15.285 32.146 0.001 0.174 0.821
Si 9.151 4.427 32.065 0.217 -0.228 0.754
Si 9.134 7.529 32.176 0.166 0.135 0.788
Si 9.092 12.174 32.102 0.143 -0.207 0.789
Si -0.306 15.61 33.424 -0.002 -0.011 -0.05
Si -0.341 4.114 33.28 -0.014 -0.02 -0.011
Si -0.45 7.842 33.333 -0.01 0.063 -0.07
Si -0.5 11.817 33.421 0 -0.01 -0.013
Si 3.499 0.254 33.468 0 -0.018 -0.047
Si 3.482 4.068 33.411 0.051 0.03 -0.008
Si 3.368 7.936 33.619 0.007 0.004 -0.004
Si 3.368 11.805 33.422 -0.029 -0.007 -0.033
Si 7.291 0.231 33.391 0.019 -0.023 -0.067
Si 7.344 4.117 33.517 0.012 0 -0.021
Si 7.311 7.9 33.599 0.014 0.001 -0.022
Si 7.237 11.823 33.477 0.002 0.014 -0.021
Si 11.169 15.606 33.46 -0.003 -0.009 -0.023
Si 11.146 4.143 33.353 -0.013 -0.006 -0.096
Si 11.2 7.81 33.278 -0.012 0.054 -0.094
Si 11.11 11.856 33.31 -0.006 -0.018 -0.078
Si -0.378 2.196 34.704 -0.003 0.024 0.062
Si -0.333 5.971 34.752 0.026 -0.009 0.014
Si -0.512 9.82 34.7 -0.012 -0.004 0.038
Si -0.363 13.708 34.81 0.015 -0.011 0.035
Si 3.52 2.179 34.806 -0.002 -0.004 0.056
Si 3.38 5.955 34.853 -0.009 -0.023 0.031
Si 3.441 9.913 34.847 0.004 0.007 0.031
Si 3.405 13.708 34.81 0.004 0.009 0.034
Si 7.31 2.146 34.772 0.015 -0.021 0.026
Si 7.295 5.989 34.936 -0.019 0.005 0.062
Si 7.307 9.889 34.818 -0.001 0 0.01
Si 7.267 13.736 34.835 -0.006 0.013 0.063
Si 11.143 2.201 34.718 0 -0.02 0.047
Si 11.13 6.002 34.796 -0.005 -0.018 0.023
Si 11.173 9.836 34.595 -0.006 0.001 0.027
Si 11.143 13.686 34.816 -0.019 0.02 0.058
Si 13.079 2.184 36.084 0 -0.024 -0.014
Si 13.092 5.984 36.102 -0.013 0.007 -0.044
Si 13.009 9.843 36.099 -0.002 0.009 0.002
Si 13.079 13.704 36.149 -0.009 -0.026 -0.028
Si 1.536 2.184 36.106 0.018 -0.019 -0.022
Si 1.496 5.979 36.211 0.01 -0.006 0.042
Si 1.448 9.867 36.099 0.015 -0.025 -0.038
Si 1.519 13.705 36.195 -0.003 0.002 0.01
Si 5.413 2.171 36.174 -0.014 0.001 0.012
Si 5.327 5.995 36.199 0.015 -0.001 0
Si 5.377 9.883 36.179 -0.004 -0.004 0.015
Si 5.34 13.709 36.17 0.008 0.014 -0.009
Si 9.242 2.171 36.12 -0.009 0.003 -0.006
Si 9.248 6.011 36.212 -0.03 0.01 0.016
Si 9.281 9.864 36.076 0.01 -0.001 -0.004
Si 9.215 13.714 36.166 0.004 0.002 -0.01
Si 13.067 0.262 37.475 -0.003 0.012 0
Si 13.076 4.08 37.487 -0.003 -0.009 -0.001
Si 13.056 7.918 37.466 -0.004 0.011 0.011
Si 13.059 11.765 37.485 0.007 0.005 0.013
Si 1.517 0.269 37.499 0.002 0.003 0.009
Si 1.517 4.056 37.537 -0.006 0.011 0.015
Si 1.503 7.953 37.493 0.001 -0.011 -0.004
Si 1.494 11.761 37.512 0.009 0.013 0.002
Si 5.367 15.632 37.522 0.004 -0.004 0.017
Si 5.377 4.079 37.548 -0.013 -0.001 0.008
Si 5.356 7.944 37.52 0.004 -0.008 0.007
Si 5.373 11.793 37.536 0 0.01 -0.002
Si 9.234 0.258 37.505 -0.005 -0.007 0.008
Si 9.236 4.071 37.525 -0.001 -0.006 0.004
Si 9.24 7.967 37.501 -0.009 0 0.005
Si 9.243 11.769 37.487 0.004 0.008 -0.004
Si 1.943 15.358 11.553 -0.007 0 -0.003
Si 1.888 3.823 11.561 -0.009 -0.012 -0.008
Si 1.918 7.678 11.531 0.006 0.003 -0.005
Si 1.934 11.549 11.534 -0.005 -0.011 -0.007
Si 5.768 15.337 11.593 0 0.013 -0.004
Si 5.761 3.826 11.565 -0.003 -0.004 -0.004
Si 5.764 7.657 11.549 -0.005 0.015 -0.013
Si 5.774 11.524 11.585 -0.011 -0.005 -0.008
Si 9.597 15.329 11.601 0.019 0.004 0
Si 9.594 3.771 11.559 -0.007 -0.009 -0.014
Si 9.613 7.685 11.528 0 0.008 -0.006
Si 9.581 11.547 11.546 0.013 0.014 0.005
Si 13.45 15.363 11.571 0.012 0.012 -0.001
Si 13.456 3.798 11.559 -0.021 -0.022 -0.015
Si 13.456 7.651 11.501 -0.001 -0.007 -0.018
Si 13.456 11.611 11.494 0.01 0.006 -0.018
Si 1.848 1.887 12.911 0.003 0.004 0.005
Si 1.902 5.764 12.904 0.003 -0.001 0.014
Si 1.924 9.618 12.863 0.007 0.011 -0.012
Si 2.004 13.446 12.933 0.027 0.014 -0.016
Si 5.764 1.897 12.912 -0.003 0.006 0.007
Si 5.741 5.75 12.938 -0.004 -0.003 -0.004
Si 5.793 9.575 12.908 -0.001 -0.007 0.017
Si 5.776 13.423 13.002 0.012 0.009 0.016
Si 9.635 1.853 12.968 -0.003 0.022 0.018
Si 9.558 5.734 12.839 0.026 -0.023 -0.021
Si 9.625 9.627 12.88 0.01 -0.051 -0.009
Si 9.563 13.412 12.997 -0.023 -0.018 -0.021
Si 13.441 1.881 12.951 -0.002 0.021 -0.003
Si 13.48 5.731 12.885 -0.009 0.031 0.015
Si 13.439 9.648 12.727 -0.016 0.011 -0.034
Si 13.458 13.473 12.968 -0.013 -0.025 0.019
Si -0.051 1.862 14.348 0.008 0.02 -0.026
Si 0.005 5.759 14.293 -0.043 0.01 -0.023
Si -0.084 9.668 14.081 0.034 -0.008 -0.014
Si 0.08 13.522 14.244 0.027 0.009 -0.03
Si 3.789 1.914 14.2 0.029 0.001 -0.07
Si 3.8 5.753 14.296 -0.01 -0.01 -0.02
Si 3.849 9.591 14.232 0.013 -0.014 -0.038
Si 3.886 13.385 14.412 -0.052 0.006 -0.02
Si 7.688 1.864 14.286 -0.018 -0.012 -0.056
Si 7.685 5.761 14.267 -0.006 -0.011 -0.009
Si 7.731 9.553 14.272 0 -0.003 -0.035
Si 7.654 13.373 14.441 0.034 0.009 -0.005
Si 11.561 1.826 14.375 -0.026 0.011 -0.014
Si 11.491 5.717 14.127 -0.008 -0.015 -0.049
Si 11.607 9.713 14.147 -0.032 -0.004 -0.025
Si 11.496 13.423 14.339 0.011 0.01 0.004
Si -0.018 15.334 15.778 -0.03 0.021 0.008
Si 0.027 3.805 15.685 0.023 -0.004 0.045
Si -0.095 7.823 15.475 -0.008 -0.027 0.011
Si 0.045 11.545 15.455 0.024 0.009 0.006
Si 3.785 15.43 15.606 -0.016 0.017 0.035
Si 3.764 3.803 15.607 0.005 -0.015 0.041
Si 3.804 7.694 15.629 -0.006 0.007 0.019
Si 3.968 11.386 15.764 0.044 0.012 0.058
Si 7.635 15.357 15.74 -0.002 0.022 0.036
Si 7.689 3.84 15.585 -0.004 -0.01 0.032
Si 7.712 7.642 15.685 -0.022 0.021 0.046
Si 7.696 11.374 15.774 -0.012 0.003 0.069
Si 11.529 15.263 15.822 0.021 0.021 0.009
Si 11.535 3.862 15.576 -0.015 0.004 0.036
Si 11.518 7.724 15.294 -0.021 -0.007 -0.039
Si 11.635 11.507 15.712 0.018 0.024 0.014
Si 1.948 0.355 17.046 -0.108 -0.172 -0.79
Si 1.924 3.51 17.071 -0.062 0.216 -0.789
Si 1.776 8.068 16.797 0.154 -0.111 -0.74
Si 1.904 11.125 16.827 0.101 0.112 -0.784
Si 5.648 0.454 16.935 0.109 -0.211 -0.786
Si 5.73 3.581 16.816 0.054 0.108 -0.782
Si 5.74 8.096 16.905 0.052 0.287 -0.553
Si 5.848 10.54 17.073 -0.047 -0.132 -0.769
Si 9.54 0.381 17.07 0.064 -0.48 -0.644
Si 9.62 3.598 16.89 -0.025 0.32 -0.734
Si 9.777 7.981 16.801 -0.196 -0.146 -0.685
Si 9.702 11.113 17.017 -0.014 0.187 -0.738
Si 13.475 14.589 17.033 -0.024 -0.224 -0.614
Si 13.449 4.212 16.874 -0.015 -0.43 -0.683
Si 13.327 7.415 16.709 0.137 0.416 -0.644
Si 13.651 12.109 16.861 -0.201 0.295 -0.494
Si 13.167 14.536 20.114 0.126 0.051 -0.158
Si 1.487 5.89 19.093 0.062 -0.192 -0.131
Si 2.091 13.331 19.082 0.025 0.128 -0.054
Si 2.921 14.599 22.938 0.024 0.059 -0.135
Si 6.568 3.582 23.212 0.047 0.044 -0.098
Si 5.876 5.836 19.081 -0.077 0.171 -0.176
Si 10.303 9.535 23.421 -0.009 -0.06 -0.161
Si 4.317 1.727 21.927 0.087 0.027 0.021
Si 7.993 5.646 21.194 -0.068 -0.044 0.01
Si 9.853 3.725 19.889 -0.054 -0.001 -0.136
Si 10.501 14.453 21.496 0 -0.059 -0.149
Si 9.362 11.897 19.968 0.039 0.077 -0.098
Si 13.429 11.447 19.791 0.147 0.018 -0.086
Si 4.927 8.01 23.277 0.003 -0.053 -0.101
Si -1.442 2.129 27.732 -0.011 -0.017 0.009
Si 11.606 7.166 18.96 0.114 0.009 -0.249
Si 10.426 15.074 24.52 -0.021 0.065 0.062
Si 6.531 10.936 20.2 0.035 -0.04 -0.064
Si 11.332 12.545 27.291 0.001 -0.033 0.054
Si 1.173 7.2 29.325 0.017 0.135 0.08
Si 4.25 13.252 28.087 -0.103 -0.008 0.084
Si -1.335 6.508 23.835 -0.02 0.009 0.023
Si 3.704 6.26 21.206 -0.001 -0.076 -0.07
Si 1.656 13.629 29.855 0.01 0.082 0.091
Si 12.781 2.753 30.421 0.094 0.401 0.522
Si 5.673 15.451 19.871 -0.027 -0.066 -0.113
Si 9.894 4.893 26.389 0.009 0.132 0.079
Si 8.708 0.798 19.948 0.216 -0.066 -0.298
Si 0.371 14.027 21.518 -0.002 0.045 -0.065
Si 7.508 9.247 28.029 -0.041 -0.045 0.089
Si 5.155 9.78 30.084 -0.021 0.057 0.078
Si 11.138 9.585 20.65 0.075 0.078 -0.043
Si 12.602 15.079 26.763 0.083 0.053 0.015
Si 1.372 11.025 26.172 -0.025 -0.058 0.048
Si -0.349 5.093 21.306 0.091 0.029 -0.06
Si 7.646 8.671 22.056 0.033 -0.037 -0.194
Si 8.637 13.573 26.603 -0.044 0.012 0.069
Si 7.172 6.125 27.497 0.003 -0.034 0.108
Si 2.915 9.361 27.958 0.042 -0.069 0
Si 3.993 10.105 25.279 0.091 -0.015 0.266
Si 13.462 7.8 29.69 -0.122 -0.154 0.777
Si 0.091 15.021 27.563 -0.102 -0.035 0.135
Si 9.418 9.857 30.146 -0.042 0.043 0.101
Si -0.814 9.496 24.682 -0.052 -0.028 -0.046
Si 2.296 3.946 22.565 -0.032 0.06 0.002
Si 2.307 4.599 29.845 -0.04 -0.129 0.659
Si 8.042 1.013 27.714 0.025 -0.061 0.084
Si 12.198 11.281 24.589 0.09 0.009 0.016
Si 12.305 10.576 29.603 -0.033 0.107 0.089
Si 12.683 4.257 19.768 0.045 0.083 -0.164
Si 3.545 2.677 27.972 0.076 0.081 0.091
Si 5.304 0.518 29.041 -0.039 -0.027 0.147
Si 2.401 4.075 25.674 -0.052 0.016 -0.048
Si 11.308 7.006 24.877 0.094 -0.092 0.026
Si 5.064 5.47 25.176 0.04 -0.096 0.088
Si 2.13 13.859 25.922 -0.02 -0.089 0.07
Si -0.588 4.609 26.181 -0.04 -0.003 -0.001
Si 5.216 4.645 29.339 -0.04 0.011 0.086
Si 8.817 2.272 25.047 -0.065 0.002 -0.003
Si 4.532 12.966 20.986 -0.045 0.008 -0.068
Si 12.431 6.094 27.429 -0.054 -0.072 -0.026
Si 9.661 2.213 30.015 -0.062 -0.007 0.19
Si 6.208 11.573 26.582 -0.014 0.074 0.114
Si -0.942 11.566 22.596 -0.1 0.039 -0.044
Si 1.905 15.383 0.646 0.007 0.001 -0.008
Si 1.902 3.814 0.667 0.013 -0.007 0.008
Si 1.895 7.684 0.643 -0.001 -0.019 0.001
Si 1.893 11.512 0.661 -0.007 0 -0.002
Si 5.75 15.383 0.66 0.003 0.007 0
Si 5.757 3.816 0.679 0.005 -0.005 0.007
Si 5.74 7.691 0.656 0.005 0.002 0.005
Si 5.743 11.51 0.658 0.003 -0.011 -0.001
Si 9.616 15.374 0.654 -0.003 -0.003 -0.001
Si 9.623 3.829 0.674 -0.008 0.017 0.003
Si 9.614 7.688 0.645 -0.002 0.002 0.007
Si 9.628 11.516 0.652 -0.009 -0.004 0
Si 13.469 15.38 0.65 -0.011 0.003 -0.004
Si 13.475 3.818 0.659 -0.002 0.004 0.001
Si 13.467 7.677 0.654 0.002 -0.02 -0.001
Si 13.462 11.523 0.654 0.008 0.008 -0.009
Si 1.905 1.901 2.031 -0.012 0.005 0.014
Si 1.907 5.755 2.009 -0.005 -0.003 -0.001
Si 1.902 9.593 2.025 0.012 0.004 0.004
Si 1.904 13.451 2.004 -0.008 -0.004 0.003
Si 5.758 1.902 2.039 -0.012 0.007 0
Si 5.753 5.758 2.015 0.001 -0.011 -0.003
Si 5.754 9.599 2.03 0.003 0 0.002
Si 5.75 13.445 2.007 -0.005 0.005 -0.009
Si 9.611 1.903 2.026 -0.006 -0.004 -0.001
Si 9.619 5.764 2.016 0.005 -0.007 0.002
Si 9.608 9.599 2.02 0.001 -0.002 -0.002
Si 9.621 13.445 2.009 0.015 0.007 -0.004
Si 13.465 1.903 2.026 0.006 -0.002 0.01
Si 13.458 5.75 2.016 -0.007 -0.001 0.005
Si 13.464 9.599 2.018 0.004 0.003 0.001
Si 13.462 13.452 2.01 0.007 -0.004 0.008
Si -0.009 1.902 3.396 0.005 -0.012 0.002
Si -0.009 5.752 3.384 -0.001 0.001 -0.003
Si -0.012 9.598 3.393 0.002 0.004 0.002
Si -0.008 13.449 3.379 -0.001 0.007 0.002
Si 3.831 1.905 3.387 0.006 -0.008 -0.003
Si 3.83 5.753 3.378 0.001 0.002 0.002
Si 3.829 9.595 3.385 -0.004 -0.001 0.004
Si 3.829 13.446 3.37 -0.005 0.004 -0.005
Si 7.687 1.904 3.385 -0.009 -0.001 -0.007
Si 7.686 5.757 3.371 0.002 0.006 0.001
Si 7.684 9.597 3.382 -0.005 -0.001 0.004
Si 7.685 13.443 3.362 0.001 -0.007 -0.005
Si 11.536 1.904 3.381 0.005 0 -0.002
Si 11.537 5.752 3.384 0 0 0.005
Si 11.535 9.596 3.377 -0.001 -0.005 0
Si 11.538 13.448 3.376 0 0.005 -0.002
Si -0.008 15.366 4.75 -0.001 0.003 0.003
Si -0.009 3.828 4.75 -0.001 -0.012 -0.001
Si -0.01 7.673 4.752 -0.004 0.004 -0.003
Si -0.007 11.527 4.745 0.004 -0.001 -0.003
Si 3.835 15.365 4.737 -0.004 0.009 -0.007
Si 3.835 3.829 4.745 -0.004 -0.01 -0.003
Si 3.834 7.671 4.746 0.003 0.003 -0.002
Si 3.834 11.525 4.736 -0.002 -0.002 -0.002
Si 7.684 15.363 4.734 0.001 0.013 -0.005
Si 7.685 3.831 4.737 0 -0.004 -0.008
Si 7.685 7.673 4.744 0.005 0.003 -0.002
Si 7.684 11.525 4.734 -0.001 -0.004 0
Si 11.533 15.369 4.741 0.001 0.004 0
Si 11.532 3.825 4.745 -0.009 -0.007 -0.001
Si 11.534 7.676 4.746 0.004 0.006 -0.005
Si 11.533 11.523 4.736 0.007 -0.005 -0.003
Si 1.921 15.37 6.104 0.009 -0.008 0.001
Si 1.916 3.823 6.111 0.003 0.003 0.005
Si 1.915 7.674 6.113 -0.002 -0.001 0.007
Si 1.918 11.525 6.105 -0.005 0.007 0.004
Si 5.76 15.366 6.094 -0.013 -0.008 -0.004
Si 5.764 3.827 6.102 0.008 0 -0.001
Si 5.76 7.668 6.106 -0.002 -0.005 0.007
Si 5.761 11.524 6.095 -0.006 0.009 0.002
Si 9.604 15.37 6.097 -0.003 -0.008 -0.002
Si 9.605 3.82 6.104 -0.003 0.004 0
Si 9.608 7.675 6.107 0.002 -0.008 0.005
Si 9.607 11.523 6.098 0.001 0.006 0.002
Si 13.452 15.37 6.104 0.004 -0.007 0.004
Si 13.453 3.819 6.111 0.005 0.007 0.005
Si 13.452 7.676 6.113 -0.003 -0.004 0.006
Si 13.453 11.525 6.102 0.002 0.007 0.001
Si 1.919 1.898 7.476 0.005 -0.011 0.001
Si 1.918 5.745 7.469 -0.009 -0.004 0.003
Si 1.92 9.604 7.47 0.003 0.009 -0.005
Si 1.928 13.451 7.463 -0.006 0.004 -0.003
Si 5.762 1.899 7.461 0.004 -0.002 -0.003
Si 5.763 5.743 7.473 0.001 -0.002 0.003
Si 5.761 9.599 7.457 0.003 0.006 0.004
Si 5.762 13.448 7.458 0.002 0.007 -0.003
Si 9.603 1.897 7.473 -0.011 0.001 -0.001
Si 9.604 5.742 7.46 0.009 -0.004 0
Si 9.606 9.603 7.468 -0.003 0.001 0
Si 9.599 13.45 7.455 0.006 0.011 -0.002
Si 13.452 1.895 7.48 -0.004 -0.015 0.006
Si 13.45 5.745 7.466 -0.006 0.008 0
Si 13.454 9.607 7.469 0.001 0.004 0
Si 13.451 13.45 7.461 -0.001 -0.009 0.003
Si -0.005 1.887 8.839 0.01 0.003 0.007
Si -0.011 5.741 8.82 -0.006 -0.002 -0.003
Si -0.007 9.613 8.827 0.005 -0.001 -0.001
Si -0.001 13.461 8.805 0.004 -0.003 -0.003
Si 3.848 1.903 8.835 0.008 -0.008 -0.008
Si 3.838 5.739 8.835 0 -0.003 0.002
Si 3.848 9.602 8.83 -0.012 0.003 -0.003
Si 3.85 13.447 8.829 -0.005 0.004 -0.005
Si 7.675 1.883 8.835 -0.01 0.003 -0.007
Si 7.69 5.738 8.833 0.009 -0.003 -0.001
Si 7.677 9.603 8.826 -0.006 -0.002 0
Si 7.68 13.451 8.823 -0.005 0.002 -0.006
Si 11.523 1.889 8.844 -0.001 0.006 0.008
Si 11.522 5.729 8.822 0 0.003 -0.006
Si 11.53 9.611 8.832 0.003 0 0.004
Si 11.519 13.462 8.811 -0.001 -0.01 -0.001
Si -0.004 15.349 10.209 0.011 -0.012 -0.001
Si -0.017 3.817 10.184 -0.007 -0.001 0.006
Si 0 7.673 10.164 -0.012 0.019 -0.001
Si 0.009 11.558 10.168 -0.014 0.001 -0.006
Si 3.861 15.366 10.197 0.003 0.003 0.004
Si 3.829 3.818 10.21 0.007 0.01 0.006
Si 3.845 7.67 10.182 0.006 0.007 -0.001
Si 3.862 11.529 10.194 -0.004 -0.006 0.002
Si 7.685 15.352 10.216 -0.007 -0.006 0.005
Si 7.677 3.804 10.191 0.008 0.002 0.004
Si 7.683 7.673 10.18 0.003 0.001 0.005
Si 7.669 11.534 10.184 0.004 -0.004 0.003
Si 11.518 15.352 10.216 -0.01 -0.006 -0.001
Si 11.524 3.812 10.203 0.006 0.001 0.004
Si 11.526 7.66 10.16 0.012 0.002 -0.003
Si 11.51 11.558 10.177 0.002 -0.003 -0.001
O 1.933 1.93 17.549 -0.032 -0.149 0.212
O 12.144 5.766 19.525 0.09 0.195 0.469
O 12.808 7.962 18.177 0.28 0.599 0.396
O 3.907 0.497 22.912 0.364 0.001 0.367
O 1.029 4.662 26.318 0.178 0.212 0.347
O 1.392 7.009 17.959 -0.217 0.054 0.072
O 1.835 9.589 17.417 0.268 0.169 0.554
O 11.844 11.445 28.34 0.065 0.018 -0.252
O 5.749 2.039 17.377 0.1 -0.013 0.369
O 7.918 1.574 26.203 -0.577 -0.222 -0.311
O 1.756 7.463 30.816 0.19 -0.232 -0.105
O 11.78 14.051 27.717 -0.244 0.126 0.378
O 9.654 1.996 17.16 -0.074 0.025 0.045
O 9.656 4.276 18.37 -0.088 0.592 0.257
O 9.74 9.512 17.425 -0.318 0.101 0.347
O 8.571 5.343 27.224 0.074 -0.286 0.358
O 10.742 14.394 23.088 0.229 -0.214 0.126
O 13.349 3.653 18.41 0.006 -0.689 0.101
O 13.526 5.828 17.01 -0.025 0.072 -0.136
O 9.336 15.386 18.658 0.017 -0.424 0.29
O 13.036 9.936 24.989 -0.351 -0.485 0.332
O 12.91 12.948 20.025 -0.531 0.003 -0.122
O 12.235 10.388 19.813 -0.249 -0.064 -0.362
O 5.293 11.217 30.797 0.261 0.262 -0.523
O 5.66 7.268 18.342 -0.199 0.214 0.245
O 7.118 0.729 19.93 -0.176 0.37 -0.12
O 0.929 13.29 20.193 -0.397 -0.231 -0.28
O 5.966 10.808 18.687 -0.17 0.113 0.043
O 13.617 3.01 29.05 0.403 0.572 -0.148
O 3.983 1.184 28.375 -0.283 -0.227 -0.051
O 5.642 14.119 20.773 0.642 -0.064 0.403
O 1.84 14.935 30.801 -0.01 -0.064 -0.404
O -1.019 11.09 21.047 0.424 -0.513 0.026
O 3.78 9.711 29.259 -0.226 -0.081 0.348
O 4.876 5.615 20.319 -0.026 -0.467 0.404
O 8.857 11.24 30.777 -0.489 0.038 -0.32
O 2.411 3.221 28.991 -0.32 -0.547 0.096
O 2.084 14.783 18.361 0.008 0.092 0.401
O 7.109 10.255 26.841 0.124 -0.051 -0.554
O 1.205 12.374 30.767 -0.129 -0.244 -0.151
O 6.136 5.839 26.307 -0.103 -0.06 -0.207
O 6.649 1.204 28.496 0.069 0.629 -0.192
O 6.438 9.484 29.192 0.139 0.185 0.047
O 11.081 8.063 20.174 -0.137 -0.029 0.27
O 2.497 14.199 24.416 -0.033 -0.184 -0.031
O 9.715 12.031 18.38 0.341 0.336 0.136
O -0.384 7.563 29.27 -0.151 -0.165 -0.166
O 4.117 9.189 23.981 -0.452 0.269 -0.405
O 1.734 12.173 18.041 -0.371 0.097 0.231
O 7.088 4.783 22.238 -0.053 0.048 0.02
O 12.055 12.256 25.864 0.146 0.171 -0.173
O 11.016 9.915 30.318 0.049 -0.115 0.481
O 12.43 6.614 23.77 -0.305 -0.097 -0.414
O 3.893 9.205 26.655 0.268 -0.357 -0.063
O 1.078 12.612 26.097 -0.601 0.078 -0.034
O 5.605 4.188 24.358 -0.04 -0.321 -0.006
O 0.85 4.179 21.886 -0.123 -0.425 -0.097
O 3.066 13.176 29.191 0.178 -0.091 0.125
O 5.127 8.617 31.173 -0.14 -0.092 -0.266
O 1.556 14.949 22.113 0.078 0.34 -0.051
O 3.222 5.262 22.379 0.273 0.275 0.41
O 8.95 3.484 30.739 -0.407 0.034 -0.346
O 11.403 3.365 20.162 0.282 -0.341 0.416
O 8.963 9.672 28.611 0.28 0.194 -0.538
O 5.195 11.944 27.823 -0.03 -0.274 0.361
O 8.413 14.819 27.629 0.109 -0.277 0.169
O 2.123 3.655 24.14 -0.094 -0.107 0.134
O 14.055 11.399 18.306 0.196 -0.241 0.117
O 13.104 11.498 30.652 0.353 -0.159 -0.235
O 6.437 8.502 23.089 0.212 0.313 0.409
O 13.219 1.292 31.045 0.386 0.137 -0.185
O 11.412 9.483 22.235 0.357 -0.247 0.029
O 3.529 13.577 26.678 0.213 0.193 -0.268
O 1.273 5.603 29.108 -0.412 -0.295 -0.505
O 5.647 3.841 30.696 0.44 -0.531 -0.226
O 5.264 0.665 30.655 -0.163 0.372 -0.105
O 9.258 15.445 21.26 -0.439 0.091 0.42
O 2.491 6.492 20.191 -0.13 0.321 -0.018
O 10.664 10.905 24.202 -0.412 0.496 0.37
O 12.455 6.817 28.87 -0.498 -0.255 0.069
O 7.229 12.809 26.298 -0.237 0.351 -0.472
O 1.353 15.118 26.563 0.325 0.658 -0.303
O 5.436 6.102 31.889 -0.112 0.117 -0.282
O 7.505 7.706 27.569 0.002 0.038 -0.008
O 2.931 2.767 26.481 -0.048 -0.67 -0.411
O 8.897 8.557 30.94 -0.301 0.121 -0.094
O 1.926 10.612 27.644 -0.32 0.374 0.453
O 7.85 2.87 23.897 0.325 0.113 -0.341
O 11.831 15.131 25.339 0.13 0.049 -0.375
O 1.579 2.087 31.61 0.099 0.096 -0.504
O 9.019 2.368 20.045 -0.101 0.037 0.341
O 10.306 6.976 17.988 -0.375 -0.567 0.013
O 3.78 5.337 29.733 -0.153 0.443 -0.148
O 1.484 9.902 31.707 0.13 -0.108 -0.343
O 12.1 7.202 26.286 -0.013 0.338 -0.072
O 10.502 8.309 24.433 -0.419 -0.124 0.063
O 1.945 4.484 18.4 0.468 -0.044 0.332
O 13.025 11.929 23.336 -0.159 0.656 -0.023
O 11.806 15.098 20.769 0.128 0.538 0.303
O 9.161 13.737 31.595 0.051 -0.083 -0.565
O -0.299 10.307 23.373 0.461 -0.017 -0.497
O -1.24 14.55 26.742 0.022 -0.491 -0.51
O 7.764 11.992 20.184 -0.21 0.674 -0.061
O 4.215 7.636 21.87 0.038 0.553 -0.397
O 4.875 3.611 28.134 0.493 -0.096 -0.585
O -0.936 5.195 24.708 0.057 -0.237 -0.366
O 11.233 4.982 27.339 0.207 -0.549 0.202
O 9.691 3.424 25.771 0.447 -0.153 -0.102
O -0.213 1.132 28.101 0.319 0.179 0.546
O 9.769 10.398 20.418 -0.187 -0.313 0.297
O 3.05 2.721 21.841 -0.451 -0.258 -0.264
O 5.35 13.665 31.677 0.008 -0.195 -0.497
O 7.051 9.513 20.789 -0.206 -0.132 -0.231
O 13.439 15.095 18.613 -0.041 0.351 0.176
O 5.663 4.623 18.055 -0.166 0.198 0.058
O 2.569 10.836 25.101 0.049 0.425 -0.404
O 10.131 13.001 20.859 0.024 -0.186 0.271
O -0.944 14.867 21.067 0.119 0.307 0.077
O 0.127 10.034 25.886 -0.038 -0.311 0.561
O -1.456 5.51 27.215 0.164 -0.007 0.503
O -0.73 7.892 24.462 0.406 -0.086 0.285
O 9.097 5.998 31.574 0.214 0.149 -0.372
O 10.184 5.865 25.118 -0.273 0.105 -0.416
O 3.533 12.998 19.713 0.091 -0.145 -0.185
O 5.317 11.554 21.092 -0.239 -0.323 0.397
O 6.411 5.63 28.856 0.149 0.27 0.248
O 8.196 7.184 21.682 0.121 -0.102 -0.041
O 13.732 4.197 20.992 -0.149 -0.472 0.358
O 12.659 1.201 27.361 -0.582 0.259 -0.141
O 5.222 11.169 25.351 0.07 0.388 -0.395
O 5.663 2.485 22.424 0.152 -0.301 -0.088
O 5.298 14.371 28.567 0.222 -0.058 0.012
O -1.065 3.081 26.472 -0.245 -0.198 -0.583
O 3.664 13.3 22.303 0.137 -0.303 0.222
O 8.806 9.492 22.832 -0.3 0.113 -0.011
O 4.938 6.722 24.206 -0.001 0.125 0.199
O 9.821 1.186 24.385 0.017 0.248 -0.074
O 5.388 15.035 18.332 -0.241 -0.583 -0.021
O 9.305 14.155 25.249 -0.131 -0.073 -0.383
O 7.344 5.741 19.717 0.475 0.19 -0.234
O 0.508 14.002 28.767 -0.452 -0.2 -0.157
O -0.729 6.271 22.353 -0.052 0.522 -0.049
O 2.039 8.026 28.236 0.127 -0.08 -0.53
O 13.236 9.334 29.207 0.342 0.225 -0.589
O -0.032 12.906 22.621 0.328 -0.04 0.683
O 13.097 13.943 31.558 0.091 0.119 -0.289
O 0.08 5.71 19.864 -0.41 0.028 -0.097
O 9.386 4.854 20.956 0.574 0.03 0.458
O 9.711 12.52 27.23 -0.153 -0.688 0.413
O 9.137 1.913 28.516 0.18 0.118 -0.532
O 11.227 2.573 30.009 -0.038 0.241 -0.427
O 9.337 0.868 30.849 -0.181 0.074 -0.114
O 4.586 1.119 20.446 -0.438 0.218 -0.424
O 3.587 5.175 25.774 -0.143 0.394 0.148

Results
total energy: -105178.092 eV
total energy less fixed offsets of O -438.35, Si -107.03 eV per atom: 2.368 eV
